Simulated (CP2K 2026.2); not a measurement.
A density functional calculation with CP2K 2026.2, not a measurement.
Periodic cell of 508 atoms, Si360O148, from a study of silicon, its oxide and their interface. The atomic structure is a simulated model.
Doubt: the forces sum to 1.86 eV/angstrom along one axis rather than to zero, so they err by at least 0.0037 eV/angstrom per atom on average; the grid cutoff is modest.

Settings: functional PBE; method Gaussian and plane waves; basis set DZVP-MOLOPT-SR-GTH; pseudopotentials GTH-PBE; grid cutoff 350 Ry, relative cutoff 50 Ry; k points Gamma only; occupations fixed; spin none; net charge 0.

Cell vectors (angstrom)
a 16.32 0 0
b 0 16.32 0
c 0.7098 7.5883 34.5803

Atoms and the computed forces on them: element, x, y, z (angstrom), force x, y, z (eV/angstrom)
Si 2.461 14.655 33.825 0.194 -0.349 0.513
Si 2.158 7.434 32.441 0.052 0.059 -0.009
Si 15.027 4.717 1.173 0.376 0.308 0.414
Si 2.003 6.27 1.468 0.011 -0.025 -0.077
Si 3.004 17.49 33.903 -0.059 -0.075 0.052
Si 0.392 11.431 0.976 -0.068 -0.305 0.525
Si 4.46 14.263 1.241 0.097 -0.029 0.01
Si 7.214 0.842 1.49 0.02 -0.041 -0.09
Si 8.292 7.743 31.871 -0.01 -0.119 0.039
Si 6.575 7.127 1.514 0.088 -0.087 0.615
Si 4.327 9.275 1.599 -0.116 0.151 0.73
Si 8.451 19.397 34.5 -0.548 0.117 0.463
Si 8.931 15.44 1.45 -0.08 0.024 0.003
Si 11.7 1.92 1.614 -0.076 0.014 0.004
Si 10.089 3.733 1.438 -0.02 -0.04 -0.036
Si 12.824 6.827 1.702 0.085 0.058 0.773
Si 9.851 9.899 1.47 0.391 -0.262 0.235
Si 13.419 8.975 34.181 -0.077 0.259 0.54
Si 0.549 0.662 2.638 0.179 0.208 0.559
Si 2.399 2.511 2.737 0.042 -0.009 0.061
Si 0.162 5.532 2.772 -0.027 0.011 -0.059
Si 2.807 8.015 2.834 -0.022 0.055 -0.03
Si 15.894 10.221 2.828 -0.037 -0.041 0.001
Si 2.509 13.445 2.48 0.276 0.208 0.15
Si 5.401 16.108 2.649 -0.044 -0.011 0.023
Si 8.252 2.682 2.639 0.017 0.012 -0.018
Si 4.143 6.75 4.243 0.007 -0.039 0.027
Si 8.348 8.304 2.661 0.021 0.008 0.037
Si 5.408 10.917 2.838 0.005 -0.07 -0.018
Si 8.004 13.7 2.78 0.027 -0.057 0.004
Si 10.721 16.375 2.681 0 0.002 -0.059
Si 13.488 2.688 2.872 -0.222 -0.221 0.445
Si 11.109 5.47 2.781 0.067 0.082 0.01
Si 14.03 8.473 2.953 0.034 0.112 -0.047
Si 11.19 11.257 2.922 0.05 -0.021 -0.051
Si 12.965 13.062 2.693 -0.015 -0.07 0.012
Si 15.023 1.362 4.039 0.02 0.018 -0.027
Si 1.32 4.031 4.166 0.022 -0.04 -0.004
Si 15.115 6.837 4.225 -0.005 0.001 0.013
Si 1.331 9.344 4.133 -0.02 0.038 -0.062
Si 14.837 12.105 3.941 -0.01 -0.038 -0.032
Si 1.399 15.06 3.848 -0.008 -0.024 -0.03
Si 4.057 1.303 3.931 -0.016 -0.007 0.003
Si 6.813 4.046 3.944 0.019 0.017 0.036
Si 5.35 5.434 2.729 0.026 -0.028 0.056
Si 6.902 9.576 4.082 -0.014 -0.059 0.037
Si 3.876 12.192 4.055 -0.007 0.059 -0.025
Si 6.691 14.95 4.227 -0.038 -0.01 -0.034
Si 9.481 1.375 4.167 -0.003 0.035 0.012
Si 12.313 4.141 4.264 0 -0.014 -0.075
Si 9.585 6.805 4.009 -0.005 0.033 0.012
Si 12.325 9.586 4.177 0.009 0.038 0.048
Si 9.483 12.359 4.105 -0.004 -0.006 0.037
Si 12.132 14.92 3.959 0.049 -0.021 0.002
Si 13.614 16.243 5.304 0.02 -0.023 -0.008
Si 16.256 2.727 5.517 -0.022 -0.024 0.018
Si 13.683 5.494 5.544 0.027 0.025 0.02
Si 16.412 8.099 5.646 -0.02 -0.005 0.057
Si 13.625 10.916 5.566 -0.042 -0.008 -0.004
Si 16.279 13.604 5.176 -0.019 0.046 0.002
Si 2.739 16.288 5.367 0.017 -0.008 0.064
Si 5.44 2.676 5.315 -0.008 0.006 0
Si 2.722 5.383 5.509 -0.001 0.046 -0.021
Si 5.523 8.19 5.458 0.036 0.034 -0.022
Si 2.636 10.814 5.442 -0.039 -0.039 0.042
Si 5.301 13.536 5.452 0.013 -0.001 -0.02
Si 8.097 16.34 5.506 0.007 -0.001 -0.012
Si 10.897 2.712 5.491 0 -0.037 -0.024
Si 8.173 5.427 5.336 0.028 -0.007 0.013
Si 10.908 8.163 5.416 0.014 0.047 0.027
Si 8.191 10.931 5.466 -0.001 0.013 0.02
Si 10.811 13.701 5.482 -0.03 -0.015 0.035
Si 14.963 14.9 6.685 -0.019 -0.003 0.004
Si 1.364 17.646 6.758 0.012 -0.017 -0.017
Si 14.963 4.084 6.903 0.004 0.011 0.007
Si 1.425 6.725 6.935 0.035 -0.011 0.039
Si 14.99 9.524 6.878 0.008 -0.009 -0.023
Si 1.278 12.264 6.695 0.002 -0.008 -0.019
Si 4.029 14.949 6.808 -0.013 0.03 0.001
Si 6.743 17.709 6.803 -0.016 0.032 0.015
Si 4.112 4.008 6.773 0.029 -0.028 0.012
Si 6.856 6.783 6.775 -0.001 -0.016 0.015
Si 4.087 9.515 6.79 -0.003 -0.031 -0.003
Si 6.75 12.232 6.796 0 0.002 0.002
Si 9.472 15.005 6.86 0.002 -0.003 0.028
Si 12.283 17.624 6.751 -0.008 -0.007 -0.007
Si 9.508 4.095 6.779 -0.015 0.041 -0.002
Si 12.261 6.844 6.826 0.006 0.011 0.014
Si 9.552 9.535 6.789 -0.01 -0.016 -0.012
Si 12.202 12.296 6.818 -0.013 0.024 -0.05
Si 16.307 16.276 8.091 -0.018 0.002 -0.006
Si 2.728 2.674 8.142 -0.004 0.004 0.01
Si 16.339 5.407 8.256 0.006 0.009 0.018
Si 2.777 8.15 8.2 -0.001 -0.004 -0.007
Si 16.329 10.921 8.174 0.002 0.016 -0.009
Si 2.654 13.583 8.12 -0.001 -0.006 -0.005
Si 5.406 16.316 8.153 0.016 0.006 0.016
Si 8.135 2.744 8.143 0.007 -0.026 -0.002
Si 5.463 5.417 8.122 -0.002 0.009 -0.005
Si 8.19 8.159 8.147 0.006 -0.001 -0.001
Si 5.428 10.869 8.17 -0.002 0.008 -0.008
Si 8.114 13.599 8.163 -0.012 0.002 0.008
Si 10.892 16.335 8.164 -0.004 -0.003 0.008
Si 13.585 2.68 8.17 0.002 -0.009 -0.014
Si 10.877 5.452 8.143 0.027 -0.009 -0.011
Si 13.605 8.179 8.209 -0.028 0.003 0.008
Si 10.88 10.898 8.171 -0.003 -0.018 0.016
Si 13.604 13.62 8.141 0.017 -0.005 0.018
Si 14.911 17.669 14.913 -0.019 0.023 -0.016
Si 1.361 4.101 14.93 0.015 -0.016 0.005
Si 14.968 6.794 14.953 -0.003 -0.008 -0.005
Si 1.369 9.529 14.989 -0.01 0.028 -0.001
Si 14.989 12.22 14.975 0.005 -0.002 -0.008
Si 1.358 14.934 14.954 -0.004 -0.005 0.001
Si 4.088 17.688 14.963 0.003 -0.004 0.001
Si 6.811 4.068 14.958 0.012 -0.014 -0.005
Si 4.081 6.832 14.954 0.01 -0.005 -0.012
Si 6.792 9.541 14.977 -0.013 0.012 -0.008
Si 4.091 12.226 14.977 -0.009 -0.008 -0.004
Si 6.793 14.969 14.964 -0.013 0.001 0.003
Si 9.482 17.694 14.961 -0.004 0.013 -0.003
Si 12.22 4.081 14.967 0.022 -0.025 -0.008
Si 9.538 6.785 14.959 -0.009 0.007 0.003
Si 12.266 9.501 14.961 0 0.001 0.002
Si 9.499 12.242 14.938 0.01 -0.009 -0.01
Si 12.23 14.953 14.927 0.017 -0.013 -0.016
Si 13.571 16.306 16.293 0.021 -0.013 -0.017
Si 16.281 19.041 16.217 -0.036 -0.039 -0.022
Si 13.585 5.453 16.314 -0.019 0.023 0.002
Si 16.331 8.141 16.33 -0.013 -0.011 0.002
Si 13.647 10.84 16.329 0.01 -0.002 0.012
Si 16.332 13.592 16.347 -0.01 -0.003 0.014
Si 2.72 16.304 16.286 -0.008 0.017 -0.01
Si 5.45 19.051 16.335 0.007 -0.001 0.004
Si 2.719 5.475 16.298 0.013 0.006 -0.016
Si 5.412 8.202 16.338 -0.016 0.034 -0.021
Si 2.751 10.871 16.366 0.012 -0.017 0.014
Si 5.453 13.592 16.33 0.017 0 0.006
Si 8.116 16.356 16.343 -0.003 -0.017 0.006
Si 10.83 19.058 16.327 -0.007 0.035 0.006
Si 8.178 5.421 16.31 0.01 -0.006 0.002
Si 10.93 8.11 16.315 0.012 -0.017 -0.002
Si 8.161 10.898 16.332 -0.026 0.002 -0.014
Si 10.868 13.599 16.274 -0.002 0.021 -0.008
Si 14.941 14.968 17.671 -0.018 0.02 -0.024
Si 1.255 17.632 17.548 -0.002 0.024 -0.012
Si 14.977 4.088 17.598 0.001 -0.013 0.025
Si 1.421 6.847 17.707 0.033 0.027 0.013
Si 14.94 9.417 17.729 -0.007 0.004 0.026
Si 1.416 12.262 17.708 0.003 -0.009 -0.003
Si 4.123 15.004 17.661 0.005 0.005 0.03
Si 6.803 17.744 17.767 -0.013 -0.007 0.007
Si 4.047 4.093 17.64 0.023 -0.022 0.031
Si 6.781 6.789 17.591 -0.022 0.014 -0.005
Si 4.077 9.523 17.803 -0.009 0.004 -0.007
Si 6.79 12.235 17.732 -0.037 0.003 -0.013
Si 9.492 14.948 17.626 -0.018 -0.013 -0.011
Si 12.159 17.633 17.624 -0.004 -0.043 0.042
Si 9.534 4.128 17.754 0.008 0.002 -0.016
Si 12.232 6.746 17.766 0.016 -0.017 -0.026
Si 9.57 9.501 17.596 0.013 -0.012 -0.013
Si 12.278 12.263 17.599 0.006 -0.006 0.003
Si 16.287 16.332 19.03 -0.005 -0.042 -0.039
Si 2.584 19.001 18.835 -0.008 -0.021 -0.027
Si 16.371 5.441 18.953 -0.048 0.004 0.042
Si 2.753 8.136 19.228 -0.004 -0.004 0
Si 16.378 10.801 18.958 -0.001 0.026 -0.053
Si 2.794 13.689 19.056 -0.014 -0.015 -0.015
Si 5.405 16.381 19.103 -0.036 -0.016 0.025
Si 8.184 19.129 19.142 -0.013 -0.03 -0.001
Si 5.418 5.478 18.981 0.027 -0.018 -0.004
Si 8.19 8.118 18.879 -0.043 -0.04 0.008
Si 5.453 10.896 19.161 -0.022 0.014 -0.042
Si 8.168 13.63 19.037 0.015 -0.009 -0.035
Si 10.785 16.287 19.03 -0.022 0.04 0.023
Si 13.559 19.026 18.846 -0.005 0.012 0.011
Si 10.889 5.425 19.223 0.026 0.021 -0.008
Si 13.575 8.051 19.19 0.048 0.01 0.049
Si 10.982 10.844 18.901 0.022 -0.026 -0.009
Si 13.548 13.645 19.017 -0.016 0.001 -0.001
Si 14.853 17.727 20.265 -0.004 -0.027 -0.029
Si 1.346 20.337 20.288 0.075 0.013 0.004
Si 14.953 6.532 20.461 -0.332 -0.24 -0.389
Si 1.42 9.624 20.504 -0.017 -0.042 0.122
Si 14.977 12.197 20.17 0.048 0.033 0.012
Si 1.403 15.06 20.401 -0.001 0.016 0.067
Si 3.837 17.742 20.3 -0.019 0.022 -0.048
Si 6.734 20.503 20.423 0.028 0.046 0.057
Si 4.154 6.711 20.565 -0.033 0.019 0.095
Si 6.898 9.41 20.308 -0.007 -0.007 -0.041
Si 4.192 12.427 20.496 0.016 -0.02 0.047
Si 6.911 15.098 20.415 -0.004 -0.03 0.068
Si 9.549 17.731 20.477 0.019 -0.01 0.003
Si 12.299 20.212 20.418 -0.008 0.026 -0.003
Si 9.432 6.877 20.461 0.006 -0.04 0.07
Si 12.178 9.523 20.459 0.003 -0.01 0.016
Si 9.588 12.152 20.198 -0.052 0.061 0.018
Si 12.154 14.975 20.432 -0.005 -0.06 0.007
Si 13.171 16.749 21.609 -0.04 0.049 0.039
Si 15.933 19.359 21.564 -0.057 0.039 0.074
Si 14.094 21.037 21.679 0.056 -0.004 -0.003
Si 16.27 8.73 22.131 0.491 0.301 -0.455
Si 13.859 10.736 21.593 -0.41 0.392 -0.125
Si 16.518 13.366 21.457 0.002 0.13 -0.76
Si 0.597 17.861 23.134 0.245 0.083 -0.776
Si 4.943 19.417 21.48 -0.063 0.05 0.027
Si 3.086 4.859 21.678 0.389 -0.162 -0.562
Si 6.037 7.683 21.699 0.022 0.04 0.058
Si 2.526 11.318 21.693 0.149 -0.127 -0.749
Si 5.566 13.858 21.836 -0.359 0.196 -0.328
Si 8.006 16.646 21.871 0.063 0.047 0.088
Si 11.397 18.485 21.759 -0.01 0.046 0.031
Si 7.663 5.939 21.771 -0.126 0.042 -0.546
Si 10.269 8.731 21.703 -0.058 0.193 -0.614
Si 8.59 10.512 21.503 0.032 -0.033 0.015
Si 10.793 13.468 21.678 0.127 0.105 -0.693
Si 14.889 13.999 24.111 -0.272 0.461 -0.009
Si 14.55 19.061 27.317 -0.056 0.051 -0.102
Si 13.235 21.539 23.825 0.624 -0.069 -0.194
Si 1.644 5.494 24.532 0.031 -0.035 -0.165
Si 12.878 11.784 23.389 0.409 -0.205 -0.517
Si 14.215 16.199 23.679 -0.052 -0.458 -0.37
Si 2.47 16.573 21.913 0.002 0.074 -0.021
Si 11.931 15.14 27.756 0.067 0.047 -0.051
Si 2.457 19.147 25.238 0.038 0.019 -0.083
Si 5.862 8.954 23.685 0.279 -0.54 -0.493
Si 8.739 14.741 30.974 0.021 0.11 0.058
Si 7.47 18.162 27.643 -0.355 0.533 -0.196
Si 5.996 17.647 22.713 0.01 0.115 -0.046
Si 14.943 21.339 25.391 -0.278 0.074 -0.207
Si 8.835 21.505 24.649 -0.086 0.054 -0.047
Si 11.061 7.383 24.45 -0.082 -0.064 -0.031
Si 7.212 11.508 23.119 0.418 -0.033 -0.296
Si 14.671 18.754 31.069 -0.144 0.098 -0.011
Si 12.778 22.61 33.518 0.249 -0.235 0.448
Si 7.598 13.165 33.42 -0.027 -0.158 0.003
Si 9.264 13.597 28.243 0.011 0.084 -0.122
Si 4.665 21.17 28.806 0.008 0.145 -0.066
Si 7.473 10.325 25.753 -0.081 -0.013 -0.168
Si 4.849 11.354 26.91 0.02 -0.016 -0.061
Si 16.752 17.959 28.999 -0.015 0.018 -0.098
Si 7.752 19.315 31.726 0.028 -0.041 -0.075
Si 5.202 18.454 24.71 0.424 -0.347 -0.57
Si 3.999 15.98 31.739 0.224 -0.034 0.079
Si 6.802 8.917 34.081 0.438 -0.212 0.559
Si 3.092 18.564 28.223 -0.002 0.093 0.036
Si 12.482 17.834 29.007 0.026 0.067 -0.147
Si 3.451 10.119 24.51 0.036 -0.017 -0.094
Si 13.893 13.098 31.339 0.032 -0.118 0.145
Si 14.55 18.705 34.069 0.099 0.066 0.079
Si 1.183 8.37 25.066 -0.031 0.011 -0.242
Si 10.992 19.339 23.969 0.099 -0.324 -0.721
Si 2.504 6.993 29.426 -0.026 -0.05 -0.065
Si 5.027 11.547 33.937 -0.307 0.096 0.451
Si 4.9 22.712 33.563 0.316 -0.677 -0.031
Si 11.639 16.732 25.066 -0.061 -0.007 -0.072
Si 16.527 12.89 26.509 -0.002 -0.038 0.016
Si 9.87 10.597 27.499 -0.02 -0.008 0.035
Si 7.742 15.445 26.139 -0.056 0.118 0.019
Si 3.152 9.821 29.009 -0.096 0 0.027
Si 3.497 4.416 1.508 -0.11 -0.032 -0.059
Si 16.161 23.642 34.516 0.028 -0.049 0.047
Si 13.372 13.88 0.477 -0.344 0.266 0.28
Si 16.884 8.751 27.941 0.097 -0.07 0.101
Si 11.393 22.029 29.142 -0.088 -0.016 -0.007
Si 9.363 15.492 23.427 -0.386 0.491 -0.363
Si 12.235 9.875 25.769 -0.038 -0.028 -0.063
Si 6.641 16.935 30.29 0.012 -0.129 0.015
Si 16.722 12.556 32.843 -0.069 0.038 0.022
Si 12.309 10.542 31.878 -0.069 -0.087 -0.014
Si 11.509 9.029 0.031 -0.347 0.418 0.184
Si 2.488 15.892 29.192 0.034 0.162 -0.067
Si 6.698 20.263 26.66 0.283 -0.563 0.333
Si 10.595 8.699 29.967 0.069 -0.014 0.061
Si 6.102 21.972 31.585 -0.423 0.166 0.466
Si 6.276 12.635 1.524 0.016 0.054 -0.083
Si 14.349 13.363 28.359 -0.024 -0.047 -0.05
Si 14.788 10.602 27.35 0.02 0.116 0.007
Si 11.423 14.706 32.529 -0.082 -0.072 0.009
Si 13.746 21.725 30.848 -0.029 0.083 -0.078
Si 9.904 22.133 33.873 -0.002 0.426 0.586
Si 4.511 15.728 22.955 0.024 -0.105 -0.082
Si 9.795 19.511 29.383 -0.079 0.05 0.029
Si 10.31 12.067 33.795 0.203 -0.139 0.466
Si 3.121 13.781 27.062 -0.049 -0.074 -0.113
Si 4.83 15.635 25.293 0.073 0.204 -0.567
Si 14.055 21.824 28.119 -0.001 0.108 -0.008
Si 2.67 10.589 31.927 0.045 -0.023 0.119
Si 14.966 17.638 9.499 0.019 0.001 -0.005
Si 1.392 4.03 9.551 0 0.01 0.004
Si 14.961 6.801 9.553 0 -0.006 0
Si 1.384 9.536 9.508 0.021 0.008 -0.008
Si 14.947 12.255 9.523 -0.017 -0.005 0.009
Si 1.328 14.945 9.502 -0.013 -0.013 0.003
Si 4.064 17.66 9.533 -0.006 0.001 0.006
Si 6.799 4.087 9.525 0.011 0.006 -0.001
Si 4.127 6.775 9.53 -0.007 0.006 0.006
Si 6.806 9.507 9.513 -0.017 -0.014 0.002
Si 4.049 12.244 9.492 0.006 0.003 -0.002
Si 6.773 14.965 9.516 0.003 0.007 0.005
Si 9.509 17.699 9.493 0.009 0.028 -0.003
Si 12.221 4.068 9.502 -0.024 -0.009 0.002
Si 9.534 6.806 9.523 0.006 0.014 0.001
Si 12.235 9.541 9.543 0.024 0.01 0.015
Si 9.496 12.243 9.519 -0.006 -0.014 0.002
Si 12.246 14.967 9.519 0.006 -0.013 0
Si 13.599 16.312 10.888 -0.016 0.003 0.011
Si 16.32 2.678 10.88 0.018 -0.006 0.001
Si 13.589 5.424 10.871 0.011 0.007 -0.002
Si 16.335 8.179 10.873 -0.02 0.009 -0.01
Si 13.603 10.891 10.892 -0.003 -0.002 0.011
Si 16.31 13.597 10.885 0 0.004 0.002
Si 2.696 16.298 10.877 0.001 0.001 0.004
Si 5.433 2.718 10.873 -0.009 0 -0.002
Si 2.742 5.429 10.886 0.011 -0.005 -0.006
Si 5.463 8.15 10.893 0.017 -0.026 0.013
Si 2.731 10.88 10.879 -0.001 0.001 -0.001
Si 5.41 13.602 10.865 -0.005 0.009 -0.006
Si 8.155 16.324 10.855 -0.006 -0.011 -0.013
Si 10.856 2.726 10.866 -0.024 0.006 -0.002
Si 8.161 5.451 10.879 -0.002 0.005 0.008
Si 10.882 8.164 10.892 -0.004 0.005 0.006
Si 8.153 10.876 10.884 0.009 0.003 0.004
Si 10.878 13.598 10.873 0.015 -0.002 0
Si 14.953 14.945 12.248 0.017 -0.012 0.005
Si 1.358 17.661 12.255 -0.014 -0.012 0.009
Si 14.951 4.061 12.22 -0.003 -0.003 0.002
Si 1.366 6.806 12.226 0.002 0.01 -0.001
Si 14.978 9.53 12.24 -0.001 0.006 -0.009
Si 1.365 12.234 12.232 -0.002 -0.003 -0.006
Si 4.062 14.948 12.243 -0.005 -0.007 0.006
Si 6.789 17.67 12.223 0.019 0.01 -0.002
Si 4.098 4.083 12.252 -0.001 -0.001 0.01
Si 6.818 6.804 12.261 0.003 0.007 0.008
Si 4.088 9.52 12.237 -0.006 0.013 -0.003
Si 6.785 12.25 12.226 -0.019 -0.006 -0.012
Si 9.515 14.97 12.223 -0.007 0.007 -0.003
Si 12.215 17.684 12.22 -0.001 0.026 -0.002
Si 9.51 4.081 12.233 0.017 -0.007 0.001
Si 12.246 6.794 12.238 -0.006 -0.004 0.011
Si 9.514 9.517 12.252 -0.007 -0.005 0.004
Si 12.232 12.235 12.249 0.013 -0.015 -0.004
Si 16.31 16.301 13.605 0.004 0.007 0.014
Si 2.729 19.043 13.597 0.017 0.014 0
Si 16.312 5.437 13.568 -0.026 -0.004 -0.007
Si 2.714 8.172 13.597 -0.003 -0.006 0.008
Si 16.342 10.88 13.605 0.015 0.005 -0.01
Si 2.719 13.575 13.607 -0.014 -0.016 -0.003
Si 5.428 16.316 13.593 -0.009 -0.007 -0.005
Si 8.143 19.035 13.577 -0.025 -0.007 -0.007
Si 5.453 5.45 13.618 0.012 0.004 0.006
Si 8.163 8.165 13.631 0.01 0.005 0.007
Si 5.445 10.886 13.597 0.021 0.004 -0.002
Si 8.149 13.617 13.583 0.005 -0.001 -0.006
Si 10.859 16.333 13.597 0.019 0.004 0.005
Si 13.564 19.044 13.578 -0.011 -0.024 -0.011
Si 10.878 5.433 13.588 -0.014 0.004 0.007
Si 13.621 8.158 13.586 0.031 0.016 -0.004
Si 10.88 10.867 13.613 -0.007 -0.012 0.005
Si 13.605 13.576 13.611 -0.014 0.004 0.008
O 5.479 8.251 1.035 -0.123 -0.102 -0.354
O 0.094 0.303 1.105 0.288 0.223 -0.108
O 14.365 3.322 1.623 0.177 -0.259 -0.09
O 13.851 5.817 0.928 0.108 0.093 -0.195
O 2.08 18.747 34.27 -0.114 0.35 -0.475
O 1.207 12.693 1.701 0.089 0.226 0.22
O 11.033 11.133 32.68 -0.157 -0.029 -0.167
O 15.89 7.242 21.622 0.398 -0.421 0.096
O 16.451 12.005 34.338 0.079 -0.287 -0.113
O 1.688 18.974 28.907 -0.054 0.666 0.115
O 11.625 8.377 25.601 0.115 -0.203 0.379
O 16.716 8.564 23.679 -0.059 0.137 0.27
O 11.645 12.633 22.781 -0.12 -0.011 0.159
O 3.063 10.777 23.111 0.044 -0.076 0.062
O 15.624 13.937 22.671 -0.327 0.283 -0.049
O 8.678 13.716 29.734 -0.189 -0.313 0.154
O 11.764 9.376 30.881 0.337 -0.027 -0.215
O 2.285 5.217 23.073 -0.395 0.287 0.193
O 1.725 9.853 28.236 -0.149 0.499 -0.061
O 5.733 19.795 25.437 -0.314 0.176 -0.31
O 6.224 14.971 25.816 -0.004 -0.587 0.207
O 10.977 18.205 25.145 -0.377 -0.06 0.717
O 7.054 6.929 31.2 -0.164 0.322 -0.322
O 9.593 14.145 22.561 -0.506 -0.457 -0.032
O 7.87 17.032 26.517 0.051 0.276 -0.073
O 12.351 7.831 33.722 -0.812 0.052 -0.184
O 4.209 11.181 25.437 -0.141 0.479 -0.393
O 3.315 23.045 33.331 -0.171 -0.198 0.319
O 13.794 12.803 24.272 -0.215 0.041 0.606
O 6.591 12.982 22.817 0.106 0.387 0.314
O 12.198 21.443 30.428 -0.459 -0.123 0.432
O 13.162 18.253 27.571 -0.383 -0.078 -0.393
O 15.857 13.602 27.809 0.395 0.275 0.562
O 3.498 17.066 28.69 0.411 0.065 0.067
O 9.237 20.677 33.924 0.089 0.02 -0.331
O 10.096 21.065 28.947 -0.139 0.18 -0.052
O 6.676 18.391 30.976 -0.517 0.183 -0.152
O 13.305 14.304 27.538 0.201 -0.051 -0.259
O 14.944 9.649 22.182 -0.219 -0.092 0.361
O 2.016 16.206 34.108 -0.591 0.13 0.222
O 13.833 20.149 34.096 -0.415 -0.041 -0.454
O 9.262 12.046 27.837 -0.534 0.097 0.009
O 1.09 7.393 28.692 -0.227 -0.204 0.188
O 7.861 14.112 32.157 -0.049 0.157 -0.012
O 14.812 19.755 25.871 0.006 -0.23 -0.501
O 15.292 12.859 32.138 -0.14 -0.12 0.242
O 2.431 9.028 32.305 0.162 0.154 0.258
O 16.347 21.624 24.614 -0.319 0.194 -0.138
O 7.93 5.654 23.382 -0.058 -0.023 0.24
O 13.482 18.046 30.249 -0.288 -0.447 0.317
O 15.225 11.471 0.27 -0.142 -0.174 -0.161
O 5.983 10.282 34.248 -0.103 0.216 0.177
O 16.045 18.336 30.374 0.3 -0.127 0.314
O 13.409 10.039 32.962 0.631 0.201 -0.349
O 11.251 10.759 26.687 0.236 0.595 0.186
O 14.275 13.74 29.913 0.323 0.379 0.043
O 5.66 7.812 33.783 -0.245 0.139 0.125
O 3.852 14.843 32.928 0.343 -0.236 0.092
O 11.056 7.273 29.35 0.097 0.168 -0.268
O 16.601 8.356 26.392 -0.442 -0.375 -0.19
O 12.833 10.007 0.13 0.12 -0.092 0.387
O 14.87 14.588 0.364 0.4 -0.078 -0.01
O 6.067 12.651 33.338 -0.235 0.414 -0.245
O 14.778 18.187 32.57 0.162 -0.33 0.129
O 16.037 13.732 25.22 0.439 0.169 0.047
O 14.916 8.337 34.296 -0.013 0.161 0.118
O 8.766 9.848 26.58 0.133 -0.605 -0.015
O 0.734 23.523 33.173 -0.143 -0.221 -0.179
O 5.019 17.206 25.751 0.148 0.162 0.907
O 2.162 23.025 30.986 -0.109 -0.376 -0.093
O 3.849 11.215 32.857 -0.281 -0.041 -0.18
O 6.891 9.002 24.968 0.184 -0.574 0.412
O 3.688 18.864 24.224 -0.098 -0.03 -0.618
O 2.015 6.986 24.992 0.722 0.137 0.112
O 7.753 8.969 32.774 -0.04 0.624 -0.363
O 8.037 16.145 30.563 0.187 0.207 0.017
O 14.017 11.78 28.162 -0.587 -0.059 0.501
O 2.69 14.514 28.417 0.01 -0.419 0.451
O 2.282 20.724 25.534 0.338 0.205 0.397
O 1.287 11.423 32.095 -0.296 -0.071 -0.401
O 1.16 18.528 24.513 -0.145 0.14 0.361
O 2.148 9.629 25.285 -0.282 0.302 0.463
O 8.706 11.974 33.48 -0.315 -0.501 -0.187
O 13.086 11.713 31.08 -0.054 -0.095 -0.488
O 2.813 15.589 30.729 -0.284 -0.391 0.157
O 4.357 8.798 24.264 -0.392 -0.544 0.261
O 8.326 14.494 27.292 -0.311 -0.031 0.308
O 12.325 6.577 23.822 0.087 0.238 -0.166
O 9.616 20.174 24.138 -0.45 -0.281 -0.35
O 3.485 8.282 29.375 0.662 -0.042 0.296
O 13.738 22.602 32.192 0.526 0.456 -0.196
O 9.25 8.406 30.786 -0.335 0.14 -0.193
O 1.315 12.351 22.088 -0.067 -0.091 0.458
O 12.117 16.268 28.896 0.032 -0.089 0.315
O 3.323 22.106 28.689 -0.439 -0.063 -0.117
O 15.95 11.36 26.468 0.049 -0.446 -0.484
O 1.306 13.902 32.966 -0.238 0.244 -0.431
O 0.974 16.434 29.016 -0.457 -0.498 0.021
O 6.558 17.285 28.7 -0.622 -0.43 -0.168
O 10.877 16.005 23.813 0.251 0.067 -0.441
O 3.63 17.427 32.409 0.241 0.404 -0.185
O 9.108 19.488 30.851 0.47 0.181 0.326
O 10.442 8.301 23.276 -0.361 0.307 0.109
O 12.439 21.937 27.884 -0.135 0.016 -0.5
O 7.079 20.753 31.996 0.192 0.076 0.267
O 5.286 21.523 30.255 0.069 -0.222 0.041
O 3.109 10.691 30.37 0.06 0.374 -0.172
O 8.612 15.19 24.809 -0.209 -0.112 0.134
O 11.437 15.855 26.392 -0.425 -0.131 -0.064
O 2.798 18.477 26.645 -0.033 -0.24 -0.086
O 13.712 9.829 26.424 0.236 -0.513 0.133
O 1.825 12.938 26.555 0.08 -0.113 -0.34
O 10.792 13.619 33.578 0.096 0.299 0.246
O 7.843 11.445 24.624 0.209 0.359 0.29
O 15.716 16.871 23.635 -0.041 -0.133 0.192
O 10.787 14.118 28.217 0.194 -0.349 0.155
O 7.158 6.443 0.172 0.239 -0.121 -0.035
O 14.482 20.281 28.38 0.23 -0.167 0.411
O 6.424 11.035 26.772 0.083 0.317 0.554
O 14.402 22.515 29.559 0.218 0.543 0.085
O 8.804 18.745 28.369 0.319 -0.196 -0.232
O 10.3 14.924 31.375 0.267 0.265 -0.285
O 10.193 9.735 28.81 -0.002 -0.093 -0.14
O 7.916 21.123 25.945 0.235 0.308 0.194
O 5.926 10.489 23.093 -0.616 0.406 -0.447
O 4.21 19.617 28.679 0.353 -0.212 0.281
O 12.257 20.303 24.256 0.105 -0.103 0.46
O 13.226 16.897 24.784 0.329 0.347 0.412
O 11.184 18.715 29.333 0.102 0.001 0.065
O 4.407 12.842 27.359 0.26 0.234 0.304
O 8.749 10.844 0.721 0.114 0.071 -0.238
O 3.564 14.914 25.998 -0.259 0.063 -0.121
O 4.294 10.338 28.02 0.446 -0.439 0.029
O 5.839 21.27 27.657 0.151 0.645 0.074
O 14.817 5.946 26.758 0.297 0.633 -0.051
O 14.51 20.351 31.163 0.167 0.081 0.128
O 15.487 9.499 28.342 -0.344 -0.097 0.559
O 5.409 16.081 30.937 -0.05 -0.5 0.058
O 11.39 21.817 33.305 0.082 -0.257 -0.501
O 9.117 23.037 32.797 -0.069 -0.07 -0.131
O 12.862 14.128 32.051 0.264 0.156 0.189
O 11.974 7.576 0.557 -0.065 -0.224 -0.347
O 12.315 10.599 24.331 -0.243 -0.194 -0.302
O 15.78 18.099 27.714 0.108 -0.487 -0.258
O 3.565 9.92 0.319 0.288 0.505 -0.042
O 11.676 16.205 33.129 -0.361 0.268 -0.538
O 9.924 6.353 25.006 0.183 -0.04 0.255
O 8.005 18.602 33.156 -0.193 -0.708 0.086

Results
total energy: -103401.661 eV
total energy less fixed offsets of O -438.35, Si -107.03 eV per atom: 4.939 eV
